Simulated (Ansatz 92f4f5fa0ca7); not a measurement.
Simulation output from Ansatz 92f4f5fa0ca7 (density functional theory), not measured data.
Periodic cell of 252 atoms, Si144O100N8, from a study of silicon, its oxide and their interface. The atomic structure is a simulated model.

Settings: functional r2SCAN; potential files Ansatz norm-conserving; basis plane waves; wave-function cutoff 1300 eV; density cutoff ratio 4; exchange-correlation grid ratio 1; k mesh 2 x 2 x 1, shifted by 0.5 0.5 0.5 of a step; self-consistency stop 5e-08 eV per atom in the density residual; occupations Fermi-Dirac, 0.05 eV; spin none; net charge 0.

Cell vectors (angstrom)
a, 10.888, 0, 0
b, 0, 10.888, 0
c, 0, 0, 35.6034

Atoms and the computed forces on them: element, x, y, z (angstrom), force x, y, z (eV/angstrom)
Si, -0.2332, -0.008, 0.0742, -0.0348, 0.0238, 0.0198
Si, 2.9339, 2.3406, 0.1517, 0.009, 0.02, 0.043
Si, -0.1996, 5.8917, -0.1125, -0.0478, 0.0488, 0.1323
Si, 2.9801, 8.3992, -0.1378, -0.0139, 0.0056, 0.1394
Si, 5.1168, 0.1523, 0.273, 0.0577, 0.022, 0.0784
Si, 8.5422, 2.4328, -0.1249, -0.048, -0.0378, 0.1592
Si, 4.8591, 5.9206, 0.0429, -0.082, 0.0053, 0.0699
Si, 8.4047, 8.0724, 0.1555, 0.0065, -0.0074, 0.0062
Si, 1.3591, 1.1938, 1.4038, -0.0157, 0.0056, 0.0349
Si, 3.9953, 4.1147, 1.3429, 0.0784, -0.0172, 0.0615
Si, 1.3639, 7.0654, 1.2063, 0.0001, 0.0532, -0.0514
Si, 4.0315, 9.5435, 1.6442, 0.0524, -0.0629, -0.093
Si, 6.8163, 1.4494, 1.244, 0.0097, -0.0141, -0.0536
Si, 9.5588, 4.1755, 1.1534, -0.0433, 0.0111, -0.0151
Si, 6.6634, 6.909, 1.2929, 0.018, 0.0483, 0.032
Si, 9.5426, 9.4896, 1.5765, 0.0362, -0.0426, 0.0205
Si, -0.0119, 2.7503, 2.5989, -0.0222, -0.0354, 0.0337
Si, 2.6188, -0.0431, 2.9114, 0.0087, 0.0005, 0.0351
Si, 0.0608, 8.1674, 2.8272, -0.0413, -0.007, 0.0549
Si, 2.6105, 5.5139, 2.63, 0.0141, 0.0499, 0.0125
Si, 5.4674, 2.804, 2.6685, 0.005, 0.0064, -0.0057
Si, 8.0888, 0.0532, 2.7148, 0.0036, -0.0117, 0.0314
Si, 5.4727, 8.1856, 2.8422, -0.026, 0.0557, 0.0343
Si, 8.0844, 5.4384, 2.5751, 0.0059, -0.0161, 0.0034
Si, 1.3076, 4.1152, 4.0197, -0.004, 0.0136, -0.0106
Si, 4.0871, 1.4062, 4.0527, 0.0068, -0.0049, -0.0175
Si, 1.3244, 9.4972, 4.266, 0.0069, 0.0152, -0.0214
Si, 4.043, 6.7759, 4.074, 0.0274, -0.0019, -0.0322
Si, 6.8194, 4.1048, 4.0663, -0.0028, 0.0028, 0.0006
Si, 9.5092, 1.4093, 4.0271, 0.0322, -0.0025, -0.0011
Si, 6.7986, 9.5873, 4.1405, 0.0197, -0.0208, 0.0165
Si, 9.4801, 6.7672, 4.0178, -0.0335, 0.0421, -0.0042
Si, -0.0551, 0.0433, 5.4772, -0.0174, 0.0055, 0.0164
Si, 2.7182, 2.7678, 5.3948, 0.029, -0.0319, -0.0065
Si, -0.0492, 5.4306, 5.4104, -0.032, -0.0053, -0.0064
Si, 2.7357, 8.126, 5.512, 0.0064, -0.0195, -0.0099
Si, 5.4159, 0.0405, 5.4611, 0.012, 0.0326, -0.0034
Si, 8.1704, 2.7398, 5.4327, -0.0005, 0.0017, 0.0086
Si, 5.4328, 5.4387, 5.4342, -0.0067, 0.0158, 0.0055
Si, 8.1734, 8.1779, 5.4224, -0.0211, 0.0011, 0.0204
Si, 1.3808, 1.3854, 6.7873, -0.0285, 0.0304, -0.0043
Si, 4.0868, 4.0704, 6.8033, 0.0032, 0.0058, -0.0157
Si, 1.3217, 6.7698, 6.8046, 0.0235, 0.0005, -0.0063
Si, 4.0946, 9.5284, 6.8236, 0.0166, 0.0043, -0.0112
Si, 6.8095, 1.3726, 6.8013, -0.0304, -0.0037, 0.0068
Si, 9.5343, 4.08, 6.8071, 0.0091, 0.0009, 0.0051
Si, 6.7999, 6.8209, 6.7865, 0.0105, -0.0022, -0.0121
Si, 9.5035, 9.5297, 6.8255, 0.0012, -0.0103, -0.0094
Si, 0.0319, 2.7353, 8.1651, 0.0022, 0.0017, 0.0047
Si, 2.7219, -0.0109, 8.165, 0.0125, 0.0055, 0.0059
Si, -0.0187, 8.152, 8.172, -0.0058, 0.0171, 0.0002
Si, 2.6923, 5.4061, 8.146, -0.0096, 0.02, 0.0019
Si, 5.4618, 2.7166, 8.1753, 0.0038, -0.0018, 0.0148
Si, 8.1561, 0.0122, 8.1815, 0.0021, -0.0121, 0.0124
Si, 5.4516, 8.1699, 8.1803, 0.0036, -0.0002, 0.0076
Si, 8.1909, 5.4713, 8.1423, -0.0105, -0.007, 0.0059
Si, 1.3665, 4.0805, 9.5739, 0.0214, -0.0154, -0.028
Si, 4.0974, 1.338, 9.5299, 0.0195, 0.0065, 0.0013
Si, 1.3435, 9.5092, 9.5183, -0.0035, -0.0147, 0.0072
Si, 4.0393, 6.779, 9.4773, -0.0288, -0.016, -0.0254
Si, 6.8751, 4.0877, 9.4892, 0.0053, 0.0345, -0.0299
Si, 9.5723, 1.3662, 9.513, 0.0205, 0.0069, -0.0002
Si, 6.8327, 9.5121, 9.5462, -0.0148, -0.0028, 0.003
Si, 9.5443, 6.785, 9.5768, -0.0159, 0.0117, -0.0259
Si, 0.0215, 0.0027, 10.8947, -0.012, 0.0026, -0.0006
Si, 2.7274, 2.6897, 10.8955, -0.0364, 0.0269, 0.0136
Si, 0.0143, 5.4235, 10.9853, 0.0013, 0.0086, -0.0258
Si, 2.6236, 8.0616, 10.8649, 0.0245, 0.0043, -0.0075
Si, 5.4755, -0.0185, 10.8894, -0.016, -0.0111, 0.0053
Si, 8.3065, 2.8011, 10.8757, -0.0203, 0.0234, -0.0024
Si, 5.4596, 5.4322, 10.7638, -0.0012, 0.0104, -0.0408
Si, 8.2046, 8.1696, 10.9314, 0.0357, -0.0286, -0.0073
Si, 1.3432, 1.3665, 12.2991, 0.008, 0.0017, -0.0263
Si, 4.1824, 4.0529, 12.1332, -0.0081, 0.0297, -0.0133
Si, 1.3155, 6.7574, 12.4229, -0.0089, 0.0036, 0.0172
Si, 4.0013, 9.4347, 12.0977, 0.0498, 0.0061, -0.0114
Si, 6.9651, 1.4015, 12.12, -0.0142, -0.0643, -0.0021
Si, 9.628, 4.0802, 12.4464, 0.0237, -0.0092, 0.0333
Si, 6.7641, 6.7622, 12.158, -0.0096, 0.0068, -0.0046
Si, 9.6093, 9.5303, 12.3025, -0.0117, 0.005, -0.012
Si, 0.1406, 2.6822, 13.9195, 0.0226, 0.0177, 0.0002
Si, 2.7149, -0.1217, 13.4839, 0.0034, -0.003, 0.0055
Si, -0.0334, 8.1959, 13.8636, -0.0298, -0.0112, 0.022
Si, 2.8438, 5.3161, 13.5756, -0.0147, 0.0036, 0.0136
Si, 5.5905, 2.6819, 13.4461, 0.003, 0.0369, 0.0206
Si, 8.2888, 0.1323, 13.5696, -0.0054, 0.0307, 0.012
Si, 5.347, 8.1364, 13.4578, -0.0293, -0.0128, 0.0344
Si, 8.1127, 5.4976, 13.6201, 0.0185, 0.0196, -0.0056
Si, 2.1602, 3.5394, 14.9857, 0.0178, -0.032, -0.0881
Si, 4.3356, 1.1002, 14.575, -0.0049, -0.0443, -0.0517
Si, 1.2922, 9.7799, 15.0967, -0.0367, -0.0348, -0.1176
Si, 4.3834, 6.5042, 14.8807, -0.0152, 0.0008, -0.1065
Si, 6.5986, 4.2106, 14.9283, 0.027, 0.021, -0.1193
Si, 9.8261, 1.0352, 15.209, 0.0101, -0.0146, -0.0976
Si, 6.622, 9.7473, 14.5354, -0.016, 0.0239, -0.0008
Si, 8.7942, 7.4123, 14.8832, 0.0218, 0.0237, -0.0787
Si, -13.2535, 1.4304, 18.1683, 0.0299, 0.0041, -0.1688
Si, 7.6626, 18.4503, 21.3927, 0.0376, 0.0209, -0.2007
Si, -8.212, -3.3817, 22.2316, -0.0448, -0.0179, -0.2134
Si, 6.1762, 3.1413, 17.8429, -0.0029, -0.0528, -0.1737
Si, 5.5307, 7.4499, 23.4453, 0.0137, 0.0032, -0.1088
Si, 8.1385, 17.7811, 17.7098, 0.0132, -0.0172, -0.1659
Si, 1.4992, -6.8755, 17.834, 0.0069, -0.0686, -0.2463
Si, 3.0913, 9.8201, 17.7071, -0.0026, 0.0312, -0.2348
Si, -6, 7.3224, 17.7664, -0.0434, 0.0208, -0.1654
Si, 13.0721, 10.5711, 27.7219, 0.0277, -0.0453, 0.1195
Si, 9.1161, -1.5322, 19.4192, 0.0105, 0.0349, -0.1678
Si, 5.258, -6.4537, 22.7953, 0.0057, 0.0373, -0.1958
Si, 3.5224, 24.1503, 27.3637, 0.0129, 0.0087, 0.1151
Si, 5.1733, 0.2176, 28.381, -0.0498, 0.037, 0.1655
Si, 11.7357, -5.068, 23.9062, -0.015, 0.0158, -0.1213
Si, 3.2076, -6.4218, 25.0353, 0.0125, -0.0227, -0.0103
Si, 14.2372, 12.8628, 17.2107, -0.0429, 0.0187, -0.1723
Si, 5.0206, 6.6929, 26.2242, -0.0088, 0.0583, 0.0691
Si, -2.8037, 1.4518, 32.7488, 0.0368, -0.0413, 0.2057
Si, -4.9344, 18.7018, 31.3617, 0.0272, -0.0084, 0.18
Si, 2.7781, -15.5905, 19.6149, -0.0294, -0.0589, -0.1877
Si, -6.5314, -0.6484, 30.9484, 0.0065, 0.0036, 0.2703
Si, 12.2497, -2.0953, 19.8723, -0.0334, 0.0284, -0.1898
Si, 18.8021, 14.4316, 23.5726, 0.0099, 0.0665, -0.1053
Si, 12.8407, 2.1417, 31.7808, -0.0267, -0.0012, 0.189
Si, -1.1887, 5.2594, 21.7451, 0.0138, 0.0131, -0.2244
Si, -1.59, 3.1645, 27.7325, 0.0153, 0.0393, 0.1351
Si, 7.6851, 5.1929, 26.2658, 0.0064, -0.0143, 0.0391
Si, 3.3482, -10.7925, 33.6802, 0.0335, 0.0076, 0.2636
Si, -5.2293, -5.4535, 19.9446, 0.0291, -0.0003, -0.2559
Si, 10.179, -0.8815, 32.732, -0.0292, -0.0157, 0.2368
Si, 4.1247, 8.3844, 28.7651, 0.0189, -0.0114, 0.2122
Si, -4.6261, 5.6659, 33.1396, 0.0237, 0.0152, 0.2326
Si, -8.435, 6.4331, 30.3139, 0.0354, 0.0417, 0.2461
Si, 21.3756, 10.0587, 26.3345, 0.039, -0.0088, 0.055
Si, -2.3848, 16.9271, 30.5779, -0.0276, 0.0104, 0.2454
Si, 19.9101, 7.115, 33.1995, 0.0272, 0.0499, 0.2283
Si, -12.1963, 15.212, 18.8563, 0.0005, -0.0072, -0.1937
Si, -4.1787, -1.0875, 33.7247, -0.0267, 0, 0.3239
Si, -1.6996, 12.419, 25.329, -0.0088, 0.0222, 0.0167
Si, 1.6365, 4.246, 33.6174, -0.0481, 0.0107, 0.1797
Si, 19.042, -10.3531, 27.6705, -0.0508, -0.0327, 0.1334
Si, 10.7436, 5.6582, 28.7559, -0.0069, 0.0276, 0.1849
Si, 6.9448, -7.3088, 30.9848, 0.0253, 0.0091, 0.1495
Si, -9.6003, 21.5132, 30.4949, -0.0297, 0.0138, 0.2444
Si, 3.9877, -7.1678, 30.0683, 0.0424, -0.0205, 0.1648
Si, 14.4355, 6.506, 33.0007, 0.0933, -0.0513, 0.2338
Si, 10.0748, 17.8736, 26.1828, 0.0392, -0.0214, 0.0228
O, -11.2556, -4.5728, 24.8047, -0.0139, 0.0109, 0.038
O, 2.2384, 1.0396, 32.9545, -0.0545, 0.0128, -0.1445
O, -7.3086, -16.5111, 30.3116, -0.0036, 0.0011, -0.0624
O, 0.5222, 5.2875, 34.1351, 0.0487, -0.0198, -0.0805
N, 3.7659, 7.0305, 34.7031, 0.0702, 0.035, -0.1137
O, 6.5257, 8.9707, 32.365, -0.0244, -0.0921, -0.1387
O, 1.0903, 3.3854, 32.3574, 0.024, -0.0254, -0.0877
O, 7.4618, -4.1947, 33.4503, -0.0474, -0.0159, -0.085
O, 14.32, 3.1965, 25.998, -0.0059, 0.0171, -0.0477
O, 7.204, -3.8603, 30.6554, 0.0111, 0.0069, -0.0669
O, 5.6658, 5.08, 34.5071, 0.0503, 0.0025, -0.1912
N, 9.5395, 7.0319, 34.8546, 0.0577, -0.0529, -0.1737
O, 1.9862, 4.4517, 16.3498, -0.0427, 0.0088, 0.1402
N, 3.2267, 2.1985, 15.5083, 0.09, -0.0046, 0.119
O, -4.7429, -5.3185, 26.4426, 0.017, -0.0211, -0.0193
O, -4.0153, -7.2466, 16.4429, -0.032, -0.0137, 0.1402
O, 0.1232, 10.8377, 15.5756, -0.0166, 0.0187, 0.0479
O, 2.1455, 9.9148, 19.0177, -0.0278, -0.0185, 0.1223
O, 15.9436, 4.5866, 21.1948, -0.0235, -0.0609, 0.1939
O, 2.1862, 9.363, 16.4133, 0.0376, 0.0193, 0.1566
O, 8.9013, 6.653, 16.3097, -0.0133, 0.0089, 0.094
O, 7.9863, 15.4397, 24.8233, 0.0005, -0.0042, 0.0201
O, 19.5932, 13.0677, 23.9403, 0.0131, -0.0398, 0.015
O, 22.9032, -9.5403, 30.6521, -0.0282, -0.0285, -0.0943
O, -0.2158, 9.1445, 19.8494, 0.0308, -0.0179, 0.0475
O, 3.6534, 11.3101, 17.4742, 0.0094, -0.0274, 0.0315
O, 6.3088, 15.1865, 18.9727, -0.0136, 0.0531, 0.1145
O, 8.124, -1.9598, 20.635, -0.0411, -0.0496, 0.1034
O, -11.8543, -8.2708, 26.318, 0.0045, -0.0236, -0.0367
O, -1.5316, -2.2809, 32.6409, -0.0063, -0.0056, -0.0689
O, 2.768, -4.6645, 21.2342, -0.0128, 0.0356, 0.1494
O, -3.0247, 11.9236, 26.1465, 0.023, -0.0014, -0.0672
O, 10.1457, -6.1304, 20.2885, -0.001, 0.0292, 0.1744
O, 17.6296, 6.5443, 20.4869, 0.0399, 0.0303, 0.1068
O, 5.4873, -0.0304, 15.1919, -0.0055, 0.0198, -0.0136
O, 20.9885, 19.4479, 25.9446, -0.0041, 0.005, -0.0103
O, 3.0259, 15.8625, 33.2248, -0.0023, -0.0034, -0.0853
N, -6.4644, -4.5541, 19.102, -0.0032, -0.0167, 0.11
O, 10.1623, 0.2456, 25.1463, 0.0029, 0.0078, -0.0394
O, 5.4275, 7.7522, 25.0425, -0.0013, 0, 0.0272
O, 6.7643, 10.7332, 28.1961, 0.0811, 0.0278, -0.0688
O, -1.4216, 21.3331, 27.5758, -0.012, -0.0025, -0.0306
O, -3.1786, 8.6385, 15.2465, 0.0232, -0.047, 0.0373
O, -10.909, 10.1757, 34.2041, -0.0095, -0.0113, -0.1606
O, 6.6421, 4.3442, 32.3587, 0.0159, -0.0585, -0.0653
O, 6.9196, 12.6129, 18.1677, 0.0129, -0.0041, 0.0603
O, 5.5918, 3.5124, 30.1126, -0.0386, -0.006, -0.0623
O, 8.5547, 6.5344, 26.4631, -0.0178, -0.0046, -0.0174
O, -21.5914, 5.237, 22.5683, 0.0445, -0.002, 0.0905
O, -1.5452, 11.3691, 32.4338, 0.024, 0.015, -0.0657
O, 2.1856, -6.0766, 19.0376, 0.0406, 0.0786, 0.1229
O, 19.4378, 16.4093, 18.476, 0.0182, -0.0145, 0.0584
O, 9.0166, 17.6237, 21.7507, 0.0082, -0.0177, 0.0797
O, -18.3537, 25.1672, 28.6011, -0.0153, -0.0261, -0.094
O, 6.8172, 8.0801, 22.6845, -0.0622, 0.007, 0.1027
O, 1.0513, -5.1019, 29.8429, -0.0442, -0.0175, -0.0842
O, -5.1051, 5.8598, 23.3311, 0.0003, -0.0004, 0.0652
O, 15.2641, -23.8044, 17.9907, 0.0233, 0.0101, 0.0477
O, 10.8062, 15.1452, 17.8128, -0.0431, 0.0338, 0.0716
O, 5.4906, -5.528, 15.1628, 0.0154, -0.0061, 0.0689
O, 4.1683, 18.8181, 22.6998, 0.0314, 0.0053, 0.0667
O, 9.0664, 2.7813, 18.9078, -0.0143, 0.0055, 0.0822
O, 12.6592, -3.5054, 19.1351, 0.0046, 0.0145, 0.0714
O, -2.029, 0.0109, 18.9186, 0.0039, -0.0389, 0.0737
O, -7.5572, 2.7361, 31.1784, 0.0349, 0.026, -0.0846
O, 7.8825, 9.1744, 34.6547, -0.0396, 0.0332, -0.1207
O, 15.8709, 0.5073, 29.9894, 0.0333, 0.0158, -0.1201
O, 1.9824, 2.4579, 17.9537, -0.0198, 0.0059, 0.0989
O, 8.3024, -8.2569, 33.8634, -0.0134, 0.0019, -0.1564
O, 8.6714, 1.86, 28.5111, -0.0184, -0.0194, -0.0564
O, 4.8512, 7.4659, 27.6409, 0.0045, -0.0414, -0.095
O, 4.9143, 1.541, 27.4912, -0.011, 0.0021, -0.0526
O, 8.0502, 15.3992, 30.2679, 0.0433, 0.0003, -0.0958
O, 19.6693, 19.1546, 18.271, -0.01, 0.0305, 0.0964
O, 11.2058, 9.8549, 31.5027, 0.0713, 0.0227, -0.1373
O, 3.7216, -5.045, 25.7423, -0.0033, 0.0011, -0.0179
O, 13.2343, 1.276, 27.4815, -0.0073, 0.0013, -0.0477
O, -8.9393, 3.1708, 34.7614, -0.0372, 0.0269, -0.1558
O, 1.831, -3.8327, 23.5266, -0.0149, -0.0202, 0.0834
O, 1.9253, 19.5799, 21.3999, 0.0502, -0.0234, 0.123
O, -1.7771, 1.3804, 16.6416, -0.0192, -0.0048, 0.151
O, 8.6244, 15.0929, 22.2975, -0.0461, -0.0503, 0.0806
O, 12.0349, 10.2696, 28.945, 0.0189, 0.0097, -0.1317
N, 3.8255, 9.9534, 28.0504, -0.0565, 0.014, -0.0762
O, 2.7677, -0.7564, 30.8376, -0.0149, -0.0324, -0.0953
O, 1.2277, 10.0277, 26.526, -0.0348, 0.016, -0.0502
O, 15.4856, 2.8536, 17.7356, 0.0341, -0.0062, 0.0599
O, 17.2542, 3.3057, 23.1543, 0.0004, -0.0267, 0.0456
O, -2.8496, 15.0069, 27.4031, -0.0137, 0.0179, -0.0507
O, -8.1575, 9.5663, 34.2861, -0.0065, 0.0201, -0.0539
O, -1.5024, -4.7659, 31.9632, -0.0428, -0.0556, -0.1497
O, 2.7888, -14.1942, 29.2207, -0.0232, -0.0022, -0.0901
O, -3.8895, 0.4563, 33.3942, 0.0032, 0.0134, -0.0815
O, 1.6459, 15.5621, 24.7094, 0.0074, -0.018, 0.0209
O, 21.9415, -4.4439, 27.3712, -0.007, 0.0233, -0.0719
O, 10.4166, 14.9623, 28.4953, -0.0225, -0.0301, -0.0602
O, -1.4281, -4.4454, 29.3636, 0.0658, -0.0276, -0.1119
O, 25.683, 15.0169, 23.6091, -0.0301, 0.0012, 0.064
O, 18.4381, -8.7519, 31.3862, -0.0213, 0.0222, -0.0877
O, -1.255, 1.2291, 35.438, 0.0067, 0.0105, 0.0004
N, -16.6597, -15.1429, 32.3163, -0.0422, 0.07, -0.157
O, -6.8294, 6.9602, 16.4093, 0.0329, 0.0014, 0.1625
O, 6.5098, 7.1085, 17.6106, -0.0267, 0.0117, 0.0526
N, 3.9418, 1.1069, 34.9811, -0.0683, -0.0635, -0.1472
O, 5.4779, 9.8533, 34.7717, 0.0491, -0.0584, -0.0631
O, 2.4988, 7.0659, 31.8513, -0.034, 0.0048, -0.1949
N, 4.9837, 8.7278, 30.2778, -0.0569, -0.0384, -0.168
O, 15.3655, 10.6325, 32.5277, -0.0199, 0.0104, -0.2097

Results
free energy: -65708.053 eV
free energy less fixed offsets of N -289.75, O -463.61, Si -117.95 eV per atom: -44.253 eV
pressure: -0.61 GPa
stress xx, yy, zz, yz, xz, xy (GPa, positive in tension): 0.38, 1.48, -0.02, -0.35, 0.54, -0.66

The program warned: the forces do not sum to zero within the program's tolerance.
